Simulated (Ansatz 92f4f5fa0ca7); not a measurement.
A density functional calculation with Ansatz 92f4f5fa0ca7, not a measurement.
Periodic cell of 149 atoms, Si88O55N6, from a study of silicon, its oxide and their interface. The atomic structure is a simulated model.

Settings
functional: r2SCAN
potential files: Ansatz norm-conserving
basis: plane waves
wave-function cutoff: 1300 eV
density cutoff ratio: 4
exchange-correlation grid ratio: 1
k mesh: 2 x 2 x 1, shifted by 0.5 0.5 0.5 of a step
self-consistency stop: 5e-08 eV per atom in the density residual
occupations: Fermi-Dirac, 0.05 eV
spin: none
net charge: 0

Cell vectors (angstrom)
a  10.9176  -0.0709  0.0493
b  -0.0709  10.9694  0.0243
c  0.0959  0.0473  21.263

Atoms and the computed forces on them: element, x, y, z (angstrom), force x, y, z (eV/angstrom)
Si  -0.3109  0.7128  -0.0895  -3.6765  -3.3188  -2.6297
Si  2.3621  3.3075  -0.3143  2.6148  1.7431  -1.6639
Si  0.2382  5.5904  -0.0044  -0.7743  0.6413  -1.1345
Si  2.9666  8.2266  0.0685  -0.9191  -1.1599  2.8816
Si  5.9008  0.0701  -0.2645  2.2157  -3.052  3.9926
Si  8.2721  2.5845  0.3026  2.1025  0.7072  0.193
Si  5.2506  5.9856  0.2876  -1.4656  -0.9286  -0.869
Si  7.9387  8.4209  -0.3189  -1.8889  2.625  -1.2081
Si  1.2114  1.8506  0.9012  2.217  -0.6032  2.0857
Si  3.9531  4.2607  1.3495  1.525  -1.1523  -0.0937
Si  1.545  6.8956  1.4973  -2.0916  2.2828  0.1392
Si  4.1866  9.8765  1.2801  -0.7419  0.7484  -1.8663
Si  7.1226  1.2267  1.5937  -0.4919  -1.2236  -0.2328
Si  9.7985  4.2851  1.5595  -1.5696  -0.4762  -0.9178
Si  6.857  7.3302  1.3383  -1.0202  -1.2604  1.0616
Si  9.5811  9.4273  1.0114  0.4019  2.3887  0.2846
Si  0.3863  2.9559  2.7156  -1.5602  -0.0115  0.0847
Si  2.6316  0.2501  2.3371  -0.4486  0.1011  -0.3086
Si  -0.0896  8.4018  2.5353  0.4089  -1.1246  0.3236
Si  2.8205  5.6784  2.9203  -0.2264  -1.5837  -1.3148
Si  5.6922  2.7996  2.4113  -2.4235  -0.3396  0.876
Si  8.6628  -0.1695  2.9127  -1.2941  -0.3177  -1.3121
Si  5.2188  8.5535  2.8093  2.541  -0.669  0.3451
Si  8.2252  5.8757  2.6988  0.0611  -1.0461  -0.1793
Si  1.5867  4.2314  4.1486  -0.9062  0.6782  0.5692
Si  4.1156  1.2837  3.8181  0.9246  1.9451  0.9691
Si  1.0755  9.9708  3.791  0.7646  -0.578  0.4735
Si  4.1884  6.8825  4.1606  0.4558  0.8657  0.7934
Si  6.8142  4.1832  3.8846  0.1383  -0.2463  0.3106
Si  10.0758  1.2908  4.1235  -1.6337  0.8452  0.0793
Si  6.8751  9.72  4.2355  -0.9294  -0.6128  0.3732
Si  9.465  7.1787  4.2053  1.4821  -1.5388  -1.4777
Si  -0.0024  -0.0713  5.7001  0.5195  -0.0425  0.1387
Si  2.9311  2.8556  5.3472  -0.0951  -1.265  1.7278
Si  -0.1364  5.543  5.2471  1.6269  1.6766  -0.6607
Si  2.5628  8.4386  4.9923  0.3165  0.1358  1.746
Si  5.3326  0.1031  5.5752  1.9526  -0.6352  -0.735
Si  8.1221  2.5819  5.1497  1.5276  0.6492  0.3053
Si  5.2523  5.0829  5.4785  -0.052  1.1795  0.4762
Si  7.807  7.7954  5.5021  -1.1628  1.9488  1.7956
Si  1.5197  1.3518  6.9984  0.0851  0.5003  -1.2985
Si  3.6802  4.3798  7.2903  0.3695  -1.3306  -1.2751
Si  1.2296  7.0397  6.6804  -0.7616  -1.2595  0.642
Si  3.9785  9.4829  6.7696  -0.0711  0.4271  -2.9807
Si  7.245  1.1737  6.8198  -3.1551  0.8173  -0.5541
Si  9.4486  4.199  6.4756  0.1279  -2.1213  0.6607
Si  6.4283  6.3591  7.1073  -0.1279  1.2297  -1.3739
Si  9.2869  9.1921  6.9334  0.916  -0.1462  -0.4359
Si  0.2763  3.1921  8.0026  -1.9636  -1.3111  -0.3511
Si  2.9951  -0.1434  8.1042  -1.1408  -0.1104  1.2043
Si  -0.1856  8.0146  8.434  1.9234  1.3907  -0.9472
Si  1.4985  5.0489  8.5138  2.4697  0.6518  -0.8741
Si  5.4253  2.911  8.2036  0.0037  -0.0735  -0.4666
Si  8.3511  -0.2768  8.2457  -0.2194  1.33  0.9935
Si  4.345  7.5549  7.7832  1.5986  -1.7417  1.1325
Si  8.3687  5.4559  8.044  0.5053  0.6125  -0.2118
Si  2.643  5.4339  10.7134  -1.2693  -1.1226  0.0691
Si  4.438  1.1015  9.4597  0.4226  -0.2368  1.4424
Si  1.7858  9.2043  9.6688  0.2507  2.7626  1.4187
Si  4.0163  7.3603  10.1371  -1.8379  0.5029  -0.3007
Si  7.2931  3.952  9.1895  -2.6042  -0.786  3.2041
Si  9.4389  1.7444  9.3445  -1.2735  -1.2905  0.8874
Si  6.6526  8.8046  9.7072  -0.4401  -3.2701  0.8908
Si  9.2303  6.8548  9.7832  -0.3906  -0.7608  1.4525
Si  -3.8392  -2.0906  14.521  1.1336  -0.6033  2.3311
Si  -3.9636  1.4248  11.1298  -1.0484  2.1619  -3.921
Si  -8.7647  8.0919  18.5282  1.3882  1.9259  -0.8346
Si  1.8856  11.5938  11.6139  -1.5007  -0.6601  -1.4558
Si  4.4122  1.6184  12.4141  2.943  -1.0353  -0.3554
Si  8.369  0.5527  13.7007  1.6684  0.3261  3.9316
Si  11.1984  4.5617  14.6711  2.6888  -3.9793  0.9656
Si  -2.324  -7.5655  14.7252  -0.7012  -2.1793  -0.685
Si  10.6078  5.1817  12.0094  -2.1387  -2.8461  0.0307
Si  -8.6831  3.1881  12.4598  -2.451  0.8818  2.4103
Si  3.1857  10.6672  14.1005  -0.9119  5.2747  -0.5414
Si  6.6903  4.0381  12.1105  0.8126  4.555  0.1214
Si  4.2747  8.0726  14.7512  0.1621  0.3288  -1.0931
Si  -0.6526  2.0152  11.8327  2.3097  1.1157  0.8278
Si  -4.2309  4.3485  19.4421  -2.655  3.4506  2.4369
Si  -2.0521  6.4745  18.9666  4.0021  -0.8779  0.6111
Si  7.5863  6.022  16.3186  -1.0159  4.137  2.0958
Si  0.2708  13.5554  16.9962  2.279  1.5667  -3.813
Si  5.6323  7.0858  12.5133  -0.979  1.2528  -2.3526
Si  0.8403  -0.1934  18.272  0.614  2.659  -0.6451
Si  -9.1934  16.2585  17.3457  -1.1057  -0.2885  -2.126
Si  2.9166  12.23  16.8142  -0.2393  2.2229  -3.509
Si  4.6368  2.1376  18.871  -0.6235  -1.481  0.6706
Si  4.4844  6.4281  17.3187  -3.3709  2.6413  1.5499
O  -1.6374  1.5814  -0.6318  -0.5089  1.6067  1.0239
O  0.0314  0.0726  19.6534  2.0118  -0.1059  -0.38
O  3.0852  2.614  -1.7631  0.1023  0.1586  1.907
O  1.6137  4.8132  -0.5518  -0.4392  -1.6423  -0.8945
O  -0.6124  6.3053  19.9123  -0.5001  -0.6355  0.2555
O  11.5841  14.8425  18.0432  0.102  0.5909  -0.1624
O  1.0898  9.2414  18.0311  0.1189  -0.6879  -0.4883
O  -5.3255  -1.9083  15.2137  1.6612  0.5154  -0.555
O  8.2546  -3.2481  19.4257  -0.8819  3.0723  2.6961
O  7.1384  3.5056  20.8567  0.5253  -0.6969  -1.2638
O  3.8516  7.8318  18.3369  -0.9516  -1.2285  0.4026
O  1.818  8.3824  -1.0961  1.4277  -0.8136  -1.2364
O  6.9135  9.7864  20.6205  0.5793  -0.5051  0.0809
N  -3.1066  2.6213  9.973  3.2932  -4.4206  0.2519
N  3.5274  1.0376  10.9385  -0.6169  1.9577  2.6144
O  3.1989  4.1926  11.7018  -0.3732  0.3821  -1.3237
O  1.1759  10.5992  10.5148  0.9152  -1.9642  -0.0412
O  -2.7517  10.1092  14.4376  -1.5886  -0.9234  -1.0381
O  3.0028  8.5362  10.7564  -2.7222  0.4628  -2.421
N  5.4384  7.7043  10.8446  3.1138  0.3835  1.2875
N  6.1045  2.4864  12.0463  -5.9007  -0.6049  1.0253
O  7.9169  3.724  13.2032  1.5061  0.5567  2.0985
O  1.07  5.3141  15.8101  1.8343  0.9465  1.9085
O  7.9024  -6.4114  15.7307  0.225  -1.2923  -1.302
O  7.8945  7.7032  10.1728  -0.1304  1.631  -0.821
O  9.817  6.3229  11.2682  -2.386  1.0697  -2.1768
O  7.8027  0.6346  12.2755  -1.691  -2.2702  -3.0431
N  10.4256  -7.7711  15.3615  -3.3611  0.5807  1.0746
O  -4.8658  -5.3425  12.62  0.6789  -2.8715  0.5869
O  -4.2615  -2.7212  13.1354  1.653  -0.1786  -1.3293
O  3.2644  9.2122  14.3964  -1.843  -3.1534  1.8675
O  -5.4492  3.5677  18.699  2.8787  -0.4724  0.0041
O  -7.0966  6.8826  21.6668  1.8583  1.029  -2.631
O  -5.266  11.5332  10.4043  2.8525  -0.2938  -0.4823
O  4.5463  11.3277  13.5022  1.3962  -0.5419  -1.4989
O  1.9539  10.8963  13.0845  0.0803  -0.1416  -1.5966
O  6.9455  4.856  10.6179  0.0736  -1.9628  0.5982
O  4.4861  1.592  17.348  -0.2345  0.3064  0.3483
O  10.0149  0.8375  10.7266  -2.1289  2.3452  -1.9733
N  1.016  2.0955  11.7624  5.1393  -1.1651  0.041
O  1.5953  6.8485  17.6817  -1.6003  -2.6732  0.9124
O  -0.8413  14.6057  11.4524  -1.036  2.2567  1.5909
O  9.8121  1.28  13.2901  -0.2673  -0.3533  0.5958
O  -8.45  0.4536  17.9454  -3.8953  -1.242  1.6764
O  -5.3067  5.6869  19.9007  1.3007  -0.8476  1.0014
O  -6.7389  7.5059  13.16  1.5067  -1.3508  1.6333
O  2.745  11.6275  15.3142  0.9093  -1.2842  2.1898
O  3.3727  2.3317  13.3951  -0.4068  1.8569  -1.5219
O  1.3486  3.6855  13.7616  -0.0973  2.2087  -0.8474
O  3.9763  7.1519  15.9889  -0.7934  -0.8493  -1.5052
O  5.9293  5.937  17.0846  4.8452  -0.4143  -0.7935
O  -0.2694  1.0269  17.2046  3.1204  0.4625  1.6466
O  -0.4308  -5.4225  13.5565  -0.4891  0.0725  -1.0997
O  -7.5  16.2263  17.6256  -2.4837  -0.9157  -0.522
O  -2.9465  5.2162  19.0269  -2.5219  -4.8959  1.7411
O  7.7167  1.5266  14.8087  1.515  4.0724  0.6487
O  2.0377  13.6171  16.4435  -2.433  -1.6326  2.1941
O  5.3282  11.7856  19.7873  -2.1927  3.7662  -3.3004
O  -3.3316  7.6214  15.5133  0.1297  -1.8582  -0.439
O  -2.1451  6.4346  17.3981  0.5015  0.6731  -3.9014
O  12.0248  5.4248  11.4446  3.5192  0.7343  -0.3239

Results
free energy: -37597.175 eV
free energy less fixed offsets of N -289.75, O -463.61, Si -117.95 eV per atom: 19.475 eV
pressure: -3.85 GPa
stress xx, yy, zz, yz, xz, xy (GPa, positive in tension): 3.75, 4.41, 3.4, -1.45, 1.01, 0.29
